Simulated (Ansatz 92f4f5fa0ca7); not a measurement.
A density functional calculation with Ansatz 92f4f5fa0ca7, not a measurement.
Periodic cell of 210 atoms, Si128O78As4, from a study of silicon, its oxide and their interface. The atomic structure is a simulated model.
Doubt: the cutoff is far below the 930 eV that the study's wrapper takes by default for these files, so forces and energies are approximate.
This geometry differs little from another in the collection (a relaxation step or a small displacement).

Settings
functional: PBE
potential files: Ansatz PAW
basis: plane waves
wave-function cutoff: 580 eV
density cutoff ratio: 5
exchange-correlation grid ratio: 1
k mesh: 1 x 1 x 1, Gamma-centred
self-consistency stop: 5e-08 eV per atom in the density residual
occupations: fixed
spin: none
net charge: 0

Cell vectors (angstrom)
a  10.938  0  0
b  0  10.938  0
c  0  0  31.679

Atoms and the computed forces on them: element, x, y, z (angstrom), force x, y, z (eV/angstrom)
As  -0.5135  0.4508  24.1736  0.1719  -0.1194  -0.4153
Si  5.9991  -0.5093  24.3381  -0.299  0.496  -0.1219
Si  2.175  3.2918  24.211  0.1345  -0.2681  -0.3216
As  8.6193  2.2558  24.1734  -0.0123  0.1928  -0.3314
Si  0.4352  4.9031  24.2914  -0.4003  0.2354  -0.1097
Si  4.9447  6.0291  24.4104  0.3209  -0.2892  -0.2053
Si  3.3053  7.7411  24.4247  -0.3843  0.3749  -0.0759
Si  7.675  8.6679  24.2605  0.4157  -0.2774  -0.1371
Si  1.2988  1.4272  25.453  -0.0335  -0.0401  0.1927
Si  6.9212  1.2951  25.5815  0.0151  -0.0986  0.1224
Si  4.035  4.1085  25.4307  0.1846  0.0211  0.104
Si  9.5848  4.0137  25.5536  0.0112  -0.1073  0.0561
Si  1.3658  6.7932  25.4227  0.0185  0.0863  0.0141
Si  6.8168  6.8936  25.5617  -0.0964  -0.1199  -0.0085
Si  4.1726  9.5782  25.5907  -0.0298  -0.0849  -0.0291
Si  9.4944  9.6058  25.5106  -0.0683  0.1044  0.1354
Si  2.7118  0.0276  26.8323  -0.0108  0.0683  0.0074
Si  8.2333  -0.0147  26.981  -0.2716  -0.2563  0.0452
Si  0.001  2.7086  26.9362  0.2627  0.283  0.1829
Si  5.4675  2.7385  26.8141  -0.0585  -0.0767  0.0146
Si  2.7188  5.4633  26.8905  -0.0323  0.0344  0.0873
Si  8.1995  5.4547  26.8501  0.0894  0.0783  0.0221
Si  0.0008  8.2035  26.8105  -0.0393  -0.052  -0.0265
Si  5.477  8.2042  26.9722  0.0529  0.1117  0.2155
Si  4.1018  1.3673  28.2608  -0.0425  0.134  -0.4821
Si  9.5708  1.3673  28.2608  0.2211  -0.0576  0.5593
Si  1.3673  4.1018  28.2608  -0.0146  -0.0128  0.197
Si  6.8362  4.1018  28.2608  -0.1687  -0.0174  -0.4243
Si  4.1018  6.8362  28.2608  -0.1635  -0.1743  0.2201
Si  9.5708  6.8362  28.2608  0.0666  0.0096  -0.4787
Si  1.3673  9.5708  28.2608  -0.0679  0.021  -0.5526
Si  6.8362  9.5708  28.2608  0.0576  -0.0194  0.6847
Si  0  0  29.628  -0.0677  0.0576  0.0411
Si  5.469  0  29.628  0.0625  -0.0846  -0.0014
Si  2.7345  2.7345  29.628  0.0122  0.0886  0.0148
Si  8.2035  2.7345  29.628  0.0324  -0.0659  -0.0076
Si  0  5.469  29.628  0.0754  -0.0201  -0.008
Si  5.469  5.469  29.628  -0.0847  0.0063  0.0261
Si  2.7345  8.2035  29.628  0.037  -0.0761  0.0028
Si  8.2035  8.2035  29.628  -0.0795  0.069  0.0391
Si  1.3673  1.3673  30.9953  0.0387  -0.0704  -0.0281
Si  6.8362  1.3673  30.9953  -0.0859  0.0498  0.0114
Si  4.1018  4.1018  30.9953  0.0433  -0.0533  -0.0118
Si  9.5708  4.1018  30.9953  -0.0353  0.0638  0.0069
Si  1.3673  6.8362  30.9953  -0.0743  0.0379  0.0231
Si  6.8362  6.8362  30.9953  0.0529  -0.0423  -0.0251
Si  4.1018  9.5708  30.9953  -0.026  0.0726  0.0118
Si  9.5708  9.5708  30.9953  0.0918  -0.0669  -0.0187
Si  2.7345  0  0.6835  -0.0636  0.0352  0.03
Si  8.2035  0  0.6835  0.0396  -0.0506  -0.0095
Si  0  2.7345  0.6835  0.0546  -0.0687  -0.0232
Si  5.469  2.7345  0.6835  -0.026  0.0853  0.0142
Si  2.7345  5.469  0.6835  0.0716  -0.0381  -0.0034
Si  8.2035  5.469  0.6835  -0.077  0.0242  0.0277
Si  0  8.2035  0.6835  -0.0431  0.0875  0.0133
Si  5.469  8.2035  0.6835  0.0534  -0.0768  -0.0202
Si  4.1018  1.3673  2.0507  0.0773  -0.0464  -0.0227
Si  9.5708  1.3673  2.0507  0.0091  0.1055  0.0016
Si  1.3673  4.1018  2.0507  -0.1083  0.0038  0.0054
Si  6.8362  4.1018  2.0507  -0.0018  -0.1091  -0.0316
Si  4.1018  6.8362  2.0507  -0.0022  0.1002  0.005
Si  9.5708  6.8362  2.0507  0.0827  -0.0333  -0.0318
Si  1.3673  9.5708  2.0507  -0.017  -0.0885  -0.0236
Si  6.8362  9.5708  2.0507  -0.0897  0.0439  -0.0017
Si  0  0  3.418  0.0505  -0.0585  0.3987
Si  5.469  0  3.418  -0.1362  -0.1251  -0.4534
Si  2.7345  2.7345  3.418  0.0136  -0.0339  0.492
Si  8.2035  2.7345  3.418  -0.064  0.1241  -0.3338
Si  0  5.469  3.418  -0.0124  0.1213  -0.3568
Si  5.469  5.469  3.418  0.0711  -0.0832  0.525
Si  2.7345  8.2035  3.418  -0.013  0.0015  -0.4804
Si  8.2035  8.2035  3.418  0.0009  -0.0991  0.5467
Si  1.3801  1.3487  4.8433  -0.0171  -0.1117  0.0035
Si  6.8386  1.3397  4.7205  0.0522  0.0427  -0.1657
Si  4.0918  4.103  4.8547  0.0493  0.1278  -0.0039
Si  9.5409  4.1515  4.7442  -0.0041  -0.0424  -0.1455
Si  1.3995  6.8217  4.7378  -0.1953  -0.2192  -0.1273
Si  6.8521  6.8154  4.8695  -0.0844  -0.0137  0.0211
Si  4.0772  9.5711  4.7371  0.1871  0.1811  -0.1585
Si  9.579  9.5633  4.844  0.0808  0.021  -0.0185
Si  2.7821  -0.0709  6.2095  0.0066  0.017  -0.1418
Si  8.147  0.0035  6.1535  -0.0191  0.0015  0.0574
Si  -0.0816  2.75  6.0799  -0.0758  -0.033  0.0265
Si  5.5269  2.6863  6.1272  -0.0044  0.0389  -0.0238
Si  2.6766  5.5032  6.2122  -0.008  -0.0086  -0.1146
Si  8.2697  5.4586  6.2848  -0.0301  0.0663  -0.0056
Si  0.1001  8.1682  6.1378  0.0551  0.0242  -0.0725
Si  5.3679  8.2049  6.1243  -0.0895  -0.0312  0.0045
Si  4.6841  0.8453  7.3441  -0.3396  0.1347  0.2282
Si  9.0364  1.8652  7.3045  0.4162  -0.376  -0.0963
Si  0.7698  4.5401  7.3175  0.3988  -0.1392  0.1344
Si  7.3138  3.5772  7.3814  -0.4338  0.3269  0.0373
As  3.6444  7.2636  7.5899  0.0522  0.0306  0.112
Si  10.2128  6.3648  7.4138  -0.1012  0.2858  0.0517
As  1.81  9.1027  7.5704  0.0474  0.0874  0.2735
Si  6.2826  10.0295  7.3019  0.1975  -0.3423  0.0619
O  6.637  3.9568  8.8712  0.1202  -0.1021  -0.2127
O  9.6582  1.3343  8.7521  -0.1112  0.0997  -0.1302
O  4.6736  0.9733  9.0474  0.1982  -0.2375  -0.0746
O  6.4644  7.2493  15.887  -0.0118  -0.0142  0.013
O  10.459  6.615  9.0967  0.0667  -0.1837  -0.1192
O  0.7535  4.2725  8.9954  -0.1574  0.1834  0.0133
O  18.466  6.4873  20.6214  0.079  0.0336  0.102
O  2.2331  3.2796  22.4957  -0.2698  0.1318  0.2428
O  3.3581  8.0916  22.7609  0.2668  -0.2085  0.144
O  5.1395  6.028  22.7209  -0.2167  0.2909  0.1982
O  5.5253  0.0711  22.8585  0.1646  -0.2162  0.2024
O  8.0712  8.1005  22.7212  -0.0511  0.2238  0.2601
Si  3.2488  9.3786  11.8023  -0.0678  0.0176  0.3078
Si  -9.1706  0.1183  15.6017  0.046  0.0759  0.05
Si  7.9941  0.0852  16.796  0.0396  0.0593  -0.0132
Si  -3.3604  0.0197  12.032  0.1315  -0.1057  0.2131
Si  -2.2032  5.5609  11.958  -0.0773  0.1081  0.1352
Si  0.8626  3.7649  21.662  0.1347  0.0388  -0.1073
Si  0.7967  9.3097  13.2355  0.0475  -0.086  0.1599
Si  12.161  4.9034  18.6359  0.098  0.02  -0.1957
Si  4.8523  7.1439  16.0654  -0.0025  -0.0358  -0.0206
Si  5.3172  10.6748  9.9583  0.0837  0.1461  -0.1381
Si  1.1461  1.9383  17.9848  0.0595  0.0642  -0.0355
Si  -3.5761  7.9756  21.2581  -0.1404  -0.1076  -0.3196
Si  -1.5201  5.9698  17.4103  0.014  -0.0798  0.0389
Si  5.4296  -7.8042  20.008  0.0065  0.1733  -0.084
Si  3.6827  9.7071  17.4235  -0.0832  0.0348  -0.0512
Si  9.068  12.3521  14.3653  -0.0475  0.006  0.0189
Si  -14.0276  -2.8529  16.0142  0.0401  0.0366  -0.0971
Si  5.403  0.6422  21.3645  0.0595  0.0848  -0.1936
Si  9.398  -9.3367  10.3206  0.0596  -0.1137  0.3106
Si  -7.671  11.8775  13.3405  -0.0301  0.052  0.055
Si  7.0362  5.4969  19.4286  -0.1112  -0.1022  -0.0848
Si  15.4322  7.306  21.8641  -0.044  -0.2766  -0.1176
Si  0.5662  2.1661  12.4411  0.0868  0.022  0.1334
Si  4.0153  5.6486  19.3962  0.059  -0.1617  -0.0833
Si  5.3401  15.1808  15.4784  -0.0207  0.0065  -0.0421
Si  2.6536  -10.8187  19.8185  -0.1498  0.106  -0.1347
Si  -3.895  14.7414  10.4316  -0.0535  0.1082  0.2673
Si  5.3742  12.5305  17.18  0.0559  0.0523  0.0076
Si  -2.506  4.4004  14.9867  0.0669  -0.0161  0.0622
Si  -6.2203  -7.5203  12.5062  -0.2186  -0.019  0.0954
Si  8.7799  8.4443  13.0296  -0.0463  0.0761  0.011
Si  -0.1151  22.948  20.4707  0.0378  -0.0891  -0.1886
Si  2.8973  7.2526  13.6203  -0.0347  0.0085  0.036
Si  -8.8707  4.7994  12.2247  0.1581  -0.1576  0.2337
Si  8.1425  -0.3367  19.9281  0.1117  0.0823  0.0106
Si  22.0691  5.4281  10.0491  0.0674  -0.0851  -0.067
O  1.6069  9.58  11.8216  0.0832  -0.019  -0.1242
O  -3.3759  -1.5313  12.5416  -0.0199  0.0589  -0.0605
O  1.4803  5.7581  11.0268  -0.1124  0.0784  -0.1422
O  -2.1169  0.236  10.9978  0.022  -0.002  -0.0961
O  10.888  -5.1065  18.1413  -0.0134  0.0221  -0.0049
O  -5.3844  16.9085  18.8123  -0.0299  0.1099  0.0469
O  -7.1813  -0.5838  13.0238  0.0348  -0.016  -0.0928
O  3.4091  4.0142  11.7318  -0.0202  0.0437  -0.0466
O  5.394  13.0965  18.7051  -0.0065  -0.0753  -0.0231
O  8.9425  7.5141  17.1013  -0.0089  0.0205  0.0087
O  -6.5235  8.2439  17.2276  0.0076  0.0334  0.0198
O  3.994  7.583  14.7582  0.0385  -0.0201  0.0079
O  -8.4523  12.3526  18.7942  0.0658  -0.0005  0.0447
O  2.9909  -1.203  18.912  0.0738  -0.0512  0.0255
O  4.5753  5.5143  16.2042  0.0295  0.08  0.0012
O  6.33  -1.1455  8.9843  -0.2036  0.2195  -0.0385
O  -0.0064  2.3855  21.4414  -0.0086  0.0645  0.1157
O  -2.6555  2.7608  10.5628  0.0169  0.0204  -0.0983
O  1.4536  7.9709  13.9026  -0.0433  -0.0213  -0.0211
O  -2.0743  7.1609  12.0661  0.0254  -0.0791  -0.0754
O  4.6054  11.0666  17.1959  -0.0125  -0.027  -0.0103
O  -0.7611  -1.7015  12.8556  0.0153  0.0069  -0.0164
O  -4.7655  0.2863  11.2412  -0.1208  -0.0286  -0.0466
O  3.9257  0.2399  20.8076  0.0029  -0.0859  0.0744
O  1.0918  -6.4473  20.216  0.0011  -0.0977  0.2086
O  -13.6487  16.2883  18.3404  0.0219  0.023  0.0164
O  0.952  14.6628  12.753  -0.0457  0.0186  -0.0473
O  -3.0959  11.9191  13.3472  -0.0349  -0.0311  -0.1281
O  -8.404  5.6803  13.5108  -0.0555  0.0289  -0.0462
O  14.9733  -1.1712  10.4423  0.024  -0.027  -0.0923
O  -3.5125  5.2619  11.0465  0.0044  -0.021  -0.06
O  0.0954  4.8781  22.6204  0.168  -0.2218  0.2491
O  10.7912  1.6234  18.9239  -0.0548  -0.0086  0.1501
O  1.9705  12.2824  12.4363  -0.0374  -0.0483  -0.0622
O  -1.7963  11.3271  15.6551  -0.0007  -0.0105  0.0219
O  2.668  5.6911  18.4433  -0.0273  -0.0255  0.0779
O  -1.4755  5.1865  15.9783  -0.0134  0.0077  -0.0198
O  3.7132  6.7338  20.5635  0.0377  0.0939  0.0527
O  2.4482  -1.1395  16.3661  -0.0136  -0.0019  0.0028
O  -3.565  9.5739  16.4224  -0.0118  -0.0376  0.0069
O  0.8654  -0.5063  14.4147  0.0007  0.0114  -0.0338
O  4.1273  -6.8173  19.9727  0.035  -0.0169  0.0425
O  3.5488  7.8271  12.2195  -0.0198  0.0602  -0.0771
O  5.7435  8.2764  21.4133  -0.0309  0.1172  0.0644
O  4.5035  12.8401  13.0265  0.074  0.0392  -0.0766
O  -0.4774  1.5811  13.541  0.0027  -0.0096  -0.0184
O  0.9478  12.0488  16.5987  -0.0067  -0.0442  -0.002
O  12.1474  0.066  20.6212  -0.1061  0.0828  0.064
O  2.9077  1.0672  14.919  0.0241  -0.0012  -0.0177
O  12.1897  3.5419  17.7137  0.0052  0.0007  0.0155
O  8.8011  2.8446  15.0297  -0.0011  0.0032  0.0279
O  8.0816  8.9951  20.2051  -0.0445  -0.0654  0.0628
O  4.8751  -8.1012  16.2084  -0.0092  -0.0322  0.0044
O  5.8486  3.2885  11.3738  0.0237  -0.0226  -0.0779
O  6.6909  11.1548  20.4363  -0.0124  -0.0526  0.0237
O  8.5909  -6.0125  13.4523  0.0123  0.022  -0.1826
O  6.8118  -6.9381  20.0266  -0.0163  0  0.0311
O  -3.9989  4.5036  15.6085  -0.033  0.0085  0.0165
O  -0.1157  2.017  10.9772  0.0064  -0.0154  -0.0891
O  5.0553  4.2696  13.8584  0.011  0.0137  0.0039
O  9.9843  4.9543  11.1057  0.0595  -0.0216  0.0085
O  -5.5287  2.273  21.3824  0.0101  0.0034  0.0758
O  -1.526  11.2387  20.7579  0.0227  0.0365  0.0863
O  8.5836  8.0088  14.5707  0.0034  -0.025  0.0404
O  -2.4845  10.9291  18.3608  -0.0262  -0.0252  -0.017
O  6.8817  1.2585  16.6641  -0.0086  -0.0265  0.0015

Results
free energy: -145155.922 eV
free energy less fixed offsets of As -4856.12, O -568.88, Si -635.61 eV per atom: -0.722 eV

The program warned: the cutoff lies below the one the program advises for these potential files; the forces do not sum to zero within the program's tolerance; the exchange-correlation potential is rough where the density is thin.
